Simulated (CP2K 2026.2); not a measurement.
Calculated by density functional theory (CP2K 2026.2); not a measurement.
Periodic cell of 504 atoms, Si360O144, from a study of silicon, its oxide and their interface. The atomic structure is a simulated model.
Doubt: the forces sum to 2.08 eV/angstrom along one axis rather than to zero, so they err by at least 0.0041 eV/angstrom per atom on average; the grid cutoff is modest.

Settings: functional PBE; method Gaussian and plane waves; basis set DZVP-MOLOPT-SR-GTH; pseudopotentials GTH-PBE; grid cutoff 350 Ry, relative cutoff 50 Ry; k points Gamma only; occupations fixed; spin none; net charge 0.

Cell vectors (angstrom)
a 16.32 0 0
b 0 16.32 0
c 4.2072 1.8019 33.5675

Atoms and the computed forces on them: element, x, y, z (angstrom), force x, y, z (eV/angstrom)
Si 1.525 14.879 0.252 -0.153 0.187 0.674
Si 3.89 1.697 0.165 0.163 -0.193 0.815
Si 1.674 3.892 0.312 -0.169 0.046 0.826
Si 4.437 6.628 0.072 -0.254 0.086 0.724
Si 1.093 9.575 0.215 0.372 -0.143 0.659
Si 7.987 14.454 33.445 0.231 -0.368 0.659
Si 7.029 14.701 0.174 -0.076 0.009 0.682
Si 9.644 0.952 0.166 0.051 0.185 0.677
Si 6.658 4.419 0.041 0.114 -0.169 0.747
Si 13.517 8.991 33.481 0.132 -0.205 0.737
Si 6.877 9.184 0.012 -0.033 0.273 0.708
Si 13.457 14.306 33.567 0.078 -0.202 0.791
Si 11.946 15.14 0.042 0.136 -0.151 0.683
Si 18.847 3.228 33.452 0.518 -0.313 0.465
Si 12.44 3.774 0.064 -0.425 0.359 0.55
Si 14.628 7.135 0.118 0.028 -0.173 0.709
Si 12.468 9.434 0.038 -0.172 0.154 0.769
Si 15.391 12.042 0.013 -0.476 0.375 0.559
Si 2.778 0.079 1.465 0.039 0.022 -0.06
Si 5.548 2.791 1.369 0.021 0.036 -0.068
Si 2.825 5.526 1.444 0.076 0.022 -0.043
Si 5.511 8.087 1.533 -0.003 0.015 -0.015
Si 2.788 10.878 1.21 0.007 0.038 -0.016
Si 5.381 13.575 1.364 0.009 -0.02 -0.009
Si 8.166 16.199 1.563 -0.047 -0.017 -0.024
Si 10.761 2.692 1.295 0.013 -0.004 -0.029
Si 8.231 5.561 1.32 0.024 0.024 -0.063
Si 10.858 8.269 1.306 0.041 -0.014 -0.05
Si 8.055 10.876 1.217 -0.028 0.002 -0.084
Si 10.81 13.593 1.383 -0.037 -0.029 -0.038
Si 13.593 16.207 1.324 -0.028 0.043 -0.02
Si 16.284 2.621 1.268 -0.075 -0.011 -0.058
Si 13.525 5.452 1.329 0.014 -0.028 -0.045
Si 16.251 8.089 1.518 -0.031 -0.021 -0.022
Si 13.633 11.012 1.291 0.075 -0.007 -0.036
Si 16.349 13.603 1.473 -0.007 0.004 -0.072
Si 1.301 1.355 2.756 0.008 0.022 0.007
Si 4.168 4.12 2.779 0.001 -0.024 0.051
Si 1.369 6.773 2.788 0.007 -0.013 0.028
Si 4.081 9.537 2.685 -0.033 0.004 -0.004
Si 1.445 12.199 2.719 0.054 0 0.019
Si 4.126 14.993 2.765 -0.017 -0.005 0.026
Si 6.814 1.371 2.75 -0.018 -0.004 0.019
Si 9.493 4.102 2.675 -0.005 -0.006 -0.015
Si 6.897 6.782 2.839 0.017 -0.023 0.027
Si 9.476 9.599 2.659 -0.018 -0.004 0.005
Si 6.73 12.174 2.691 0.008 0.003 0.021
Si 9.532 14.881 2.874 0.034 -0.004 0.053
Si 12.222 1.339 2.656 0.006 -0.019 0.046
Si 14.957 4.065 2.638 0.014 0.003 0.008
Si 12.154 6.815 2.679 0.022 0.021 0.027
Si 14.922 9.588 2.745 0.007 0.054 0.042
Si 12.229 12.264 2.693 -0.015 -0.018 -0.019
Si 14.915 14.915 2.755 0.049 0.041 0.016
Si 16.289 16.293 4.101 0.001 0.001 -0.011
Si 2.714 2.742 4.072 0.005 0.009 -0.06
Si 16.309 5.388 4.073 -0.013 -0.044 -0.007
Si 2.714 8.193 4.08 0.026 0.022 -0.013
Si 16.345 10.889 4.091 -0.001 -0.006 -0.02
Si 2.747 13.606 4.088 0.002 -0.031 -0.008
Si 5.461 16.344 4.125 -0.01 -0.003 -0.006
Si 8.17 2.74 4.082 0.008 0.019 0.002
Si 5.501 5.44 4.168 0.009 -0.004 -0.001
Si 8.214 8.214 4.113 -0.011 -0.012 -0.012
Si 5.419 10.849 4.102 0.018 0.021 -0.005
Si 8.106 13.517 4.109 -0.002 -0.006 -0.018
Si 10.911 16.322 4.11 -0.031 0.017 -0.033
Si 13.584 2.717 4.02 -0.017 -0.012 -0.03
Si 10.855 5.438 4.064 -0.005 0.028 0.015
Si 13.548 8.175 4.048 -0.006 -0.005 -0.053
Si 10.866 10.897 4.051 -0.033 0.006 -0.023
Si 13.564 13.587 4.111 -0.006 -0.016 0.009
Si 17.684 14.986 16.321 -0.002 0.009 -0.002
Si 4.089 1.367 16.33 -0.006 -0.006 0.008
Si 17.722 4.075 16.299 -0.005 0.008 -0.001
Si 4.086 6.778 16.312 -0.006 -0.008 -0.004
Si 17.668 9.518 16.283 0.016 -0.001 -0.007
Si 4.073 12.264 16.293 0.006 0.007 -0.002
Si 6.809 14.95 16.339 0.009 0.006 0.003
Si 9.515 1.351 16.345 -0.004 -0.006 0.006
Si 6.811 4.07 16.335 -0.011 0.017 0.002
Si 9.511 6.778 16.296 -0.004 -0.01 -0.013
Si 6.802 9.51 16.294 -0.009 0.007 0.009
Si 9.524 12.24 16.298 0.004 -0.007 -0.004
Si 12.257 14.958 16.321 -0.001 -0.006 0.005
Si 14.975 1.355 16.32 -0.008 0.002 -0.001
Si 12.232 4.064 16.326 -0.003 -0.002 -0.005
Si 14.938 6.82 16.267 0 0.004 -0.009
Si 12.25 9.539 16.31 0.01 -0.002 0.006
Si 14.934 12.251 16.319 0.002 -0.009 0.009
Si 2.741 16.325 17.702 -0.006 0.003 0.005
Si 5.431 2.734 17.696 0.019 0.019 0.047
Si 2.72 5.442 17.692 0.025 -0.034 0.022
Si 5.476 8.116 17.65 -0.01 -0.003 0.014
Si 2.729 10.872 17.613 -0.053 -0.004 0.014
Si 5.417 13.607 17.688 0 -0.029 0.018
Si 8.181 16.286 17.713 -0.009 -0.007 0.027
Si 10.856 2.725 17.712 -0.001 0.004 0.016
Si 8.196 5.407 17.699 0.039 -0.01 -0.008
Si 10.874 8.153 17.61 -0.016 -0.006 0.01
Si 8.135 10.904 17.64 0.022 -0.009 0.012
Si 10.919 13.559 17.66 -0.009 0.005 -0.014
Si 13.596 16.338 17.686 0.019 -0.019 0.02
Si 16.403 2.683 17.645 -0.003 0.007 -0.012
Si 13.62 5.44 17.629 -0.014 0.003 0.03
Si 16.254 8.203 17.627 0.01 -0.001 -0.022
Si 13.581 10.904 17.716 -0.026 0.011 0.013
Si 16.283 13.643 17.646 0.012 0.021 0.021
Si 17.72 1.345 19.093 -0.003 0.011 0.013
Si 4.085 4.098 19.095 -0.007 0.013 -0.039
Si 17.607 6.85 18.943 -0.024 -0.006 -0.05
Si 4.113 9.507 18.946 -0.003 0.001 -0.028
Si 17.637 12.227 18.919 -0.001 -0.013 -0.027
Si 4.08 14.968 19.081 0.014 0.001 0.01
Si 6.793 1.347 19.033 -0.018 -0.008 -0.01
Si 9.516 4.061 19.136 -0.012 0.005 0.001
Si 6.847 6.769 19.034 -0.015 0.026 0.026
Si 9.528 9.545 18.939 0.015 -0.007 -0.028
Si 6.755 12.222 19.035 -0.021 -0.023 -0.025
Si 9.579 14.878 19.028 -0.016 0.028 -0.02
Si 12.228 1.372 19.051 0 -0.018 -0.033
Si 15.072 4.098 18.918 0.005 0.04 -0.035
Si 12.203 6.767 18.96 -0.007 0.005 -0.035
Si 14.928 9.533 19.064 0.013 -0.014 0.006
Si 12.229 12.252 19.121 0.007 -0.005 0.015
Si 14.955 15.002 19.064 0.002 -0.014 -0.044
Si 16.361 16.319 20.463 0.019 -0.015 0.04
Si 2.734 2.693 20.495 0.04 0.033 0.05
Si 16.332 5.476 20.349 -0.018 -0.023 0.041
Si 2.62 8.257 20.227 -0.039 0.038 0.032
Si 16.269 10.969 20.372 0.006 0.011 0.05
Si 2.678 13.525 20.3 -0.002 -0.017 0.031
Si 5.444 16.338 20.454 0.026 0.021 0.034
Si 8.12 2.669 20.467 0.035 0.003 0.018
Si 5.478 5.49 20.447 -0.03 -0.024 0.042
Si 8.222 8.178 20.307 0.01 -0.004 0.062
Si 5.45 10.782 20.396 0.028 0.005 0.043
Si 8.16 13.553 20.368 0.021 0.028 0.043
Si 10.905 16.251 20.412 0.032 -0.01 0.029
Si 13.715 2.775 20.241 -0.007 -0.01 0.014
Si 10.931 5.436 20.448 -0.016 -0.032 0.064
Si 13.504 8.143 20.329 -0.004 0.007 0.054
Si 10.817 10.853 20.408 0.001 -0.014 0.068
Si 13.588 13.658 20.464 -0.013 0.005 0.047
Si 17.451 14.609 21.673 0.027 0.139 -0.784
Si 4.294 1.546 21.862 -0.165 -0.157 -0.737
Si 17.988 4.432 21.667 -0.3 -0.352 -0.626
Si 3.83 6.803 21.527 0.254 0.023 -0.561
Si 17.904 9.875 21.601 -0.139 -0.206 -0.793
Si 3.857 11.977 21.607 0.119 0.11 -0.785
Si 7.091 15.177 21.666 -0.176 -0.06 -0.823
Si 9.32 17.352 21.695 0.062 0.251 -0.707
Si 6.497 3.796 21.772 0.124 0.121 -0.802
Si 9.76 7.077 21.673 -0.051 -0.219 -0.723
Si 7.04 9.61 21.727 -0.22 -0.092 -0.722
Si 9.172 11.921 21.72 0.127 0.054 -0.736
Si 12.561 15.296 21.826 -0.317 -0.306 -0.604
Si 14.8 1.289 21.672 0.324 0.111 -0.599
Si 12.641 4.286 21.62 -0.24 -0.019 -0.671
Si 14.682 6.594 21.598 0.148 0.024 -0.746
Si 11.957 9.263 21.708 0.107 0.135 -0.821
Si 15.137 12.509 21.773 -0.117 -0.142 -0.768
Si 10.781 2.921 23.533 0.069 0.002 -0.078
Si 12.794 2.85 30.906 -0.172 -0.008 0.141
Si 18.168 2.991 30.375 0.145 0.182 0.209
Si 8.605 5.04 23.577 -0.044 0.015 -0.028
Si 13.788 12.676 28.824 0.117 0.074 -0.086
Si 12.844 15.489 24.857 0.107 -0.123 -0.097
Si 14.588 10.977 26.613 0.174 0.135 -0.033
Si 8.979 10.507 31.405 0.004 -0.136 0.268
Si 15.372 13.045 31.351 -0.043 0.083 0.195
Si 16.709 15.755 30.726 -0.04 0.081 0.019
Si 5.391 7.963 23.858 -0.007 0.08 -0.082
Si 13.426 5.755 26.784 -0.128 -0.079 0.059
Si 17.89 5.839 31.067 -0.074 -0.105 -0.051
Si 16.132 8.702 28.243 -0.076 0.025 0.097
Si 18.713 16.934 28.722 0.056 -0.023 0.011
Si 8.601 4.59 26.687 0.012 -0.044 0.041
Si 5.209 17.338 28.267 -0.026 -0.146 0.047
Si 11.396 3.647 26.444 0.11 0.058 0.059
Si 10.427 12.427 24.525 0.052 -0.053 -0.022
Si 6.213 4.564 29.699 0.084 -0.077 0.11
Si 8.148 2.4 30.894 -0.194 0.054 -0.005
Si 6.48 13 26.549 0.063 -0.051 0.011
Si 9.171 11.304 26.838 -0.002 0.073 -0.059
Si 3.045 15.836 23.93 0 0.078 -0.189
Si 19.12 9.801 28.451 -0.041 -0.033 -0.103
Si 12.239 5.734 30.766 0.063 0.067 0.121
Si 5.901 3.48 26.922 0.104 -0.014 0.061
Si 15.366 1.764 29.637 0.021 -0.043 -0.156
Si 15.055 13.892 26.497 0.025 0.075 -0.04
Si 5.323 13.726 23.806 -0.089 0.067 -0.101
Si 7.686 15.495 27.827 0.172 0.004 0.037
Si 13.216 11.145 23.924 0.018 0.066 -0.194
Si 4.874 8.028 26.766 0.059 -0.011 -0.02
Si 9.16 14.555 30.443 -0.141 0.194 0.189
Si 14.135 8.024 30.555 0.01 -0.064 0.036
Si 4.589 5.586 25.246 -0.063 0.229 0.016
Si 9.406 9.11 28.709 -0.02 0.058 0.074
Si 16.01 6.797 26.022 0.105 -0.027 -0.042
Si 10.36 14.954 26.447 -0.115 0.029 -0.062
Si 7.337 6.943 28.444 -0.132 -0.037 -0.123
Si 11.968 7.705 28.797 0.036 -0.095 -0.023
Si 19.392 8.134 30.748 -0.078 -0.068 0.036
Si 6.166 11.638 31.074 -0.101 0.016 -0.053
Si 4.43 12.158 28.728 0.064 0.1 0.222
Si 17.187 16.217 26.12 -0.086 -0.118 -0.04
Si 4.589 14.164 30.906 -0.14 -0.1 0.107
Si 16.637 7.972 23.566 0.001 -0.011 -0.094
Si 10.566 17.221 30.884 -0.045 -0.03 0.088
Si 14.085 3.02 27.164 0.065 -0.037 0.064
Si 17.95 5.44 24.252 -0.15 0.015 0.034
Si 4.448 5.942 31.395 -0.138 -0.041 -0.156
Si 14.906 1.558 24.684 -0.009 0.016 -0.083
Si 5.662 17.09 31.023 -0.154 0.083 0.153
Si 10.876 13.045 28.742 -0.05 -0.056 -0.074
Si 1.353 14.943 5.444 0.004 0.003 -0.01
Si 4.061 1.368 5.446 -0.002 0.009 0
Si 1.36 4.076 5.453 -0.007 0.001 0.019
Si 4.089 6.827 5.443 -0.004 0.004 -0.013
Si 1.355 9.521 5.459 0.019 0.027 0.005
Si 4.089 12.244 5.456 -0.006 -0.007 -0.008
Si 6.804 14.947 5.459 0.007 -0.001 -0.004
Si 9.532 1.368 5.437 0.008 0.021 -0.001
Si 6.829 4.062 5.497 -0.012 -0.012 0.023
Si 9.537 6.811 5.456 -0.002 -0.011 -0.02
Si 6.802 9.519 5.463 0.003 0 0.004
Si 9.508 12.213 5.459 -0.007 -0.009 0.006
Si 12.241 14.963 5.478 0.014 -0.003 0.001
Si 14.935 1.367 5.422 -0.004 0.014 -0.008
Si 12.24 4.079 5.404 0.015 -0.014 -0.005
Si 14.939 6.799 5.391 0.012 0.007 -0.017
Si 12.207 9.52 5.426 0.002 -0.001 0.003
Si 14.966 12.241 5.441 -0.004 0.005 0.002
Si 2.709 16.315 6.8 -0.006 0.001 -0.006
Si 5.434 2.708 6.818 0.007 0.016 0.002
Si 2.72 5.455 6.793 -0.008 -0.002 -0.001
Si 5.442 8.164 6.821 0.009 0.001 0
Si 2.72 10.885 6.809 -0.012 0.003 0.006
Si 5.44 13.601 6.821 -0.005 -0.001 -0.002
Si 8.172 16.32 6.798 0.002 -0.008 -0.008
Si 10.889 2.73 6.79 0.001 0.003 0.005
Si 8.178 5.45 6.822 -0.004 0.006 0.004
Si 10.888 8.161 6.819 -0.002 -0.017 0.006
Si 8.158 10.868 6.829 0.011 -0.009 0.008
Si 10.865 13.595 6.807 -0.019 0.016 -0.005
Si 13.605 16.329 6.813 -0.001 0.005 0.009
Si 16.31 2.71 6.792 0.015 -0.011 0.006
Si 13.597 5.44 6.774 -0.012 -0.007 -0.008
Si 16.302 8.144 6.781 0.008 0.007 -0.005
Si 13.59 10.873 6.781 0.02 -0.005 -0.002
Si 16.314 13.599 6.812 -0.001 -0.004 0.005
Si 1.351 1.357 8.157 -0.009 -0.006 0.007
Si 4.077 4.089 8.158 0.003 -0.002 0.001
Si 1.351 6.802 8.152 0.001 0 0.002
Si 4.08 9.528 8.17 0.006 -0.001 0
Si 1.357 12.24 8.167 0.002 -0.003 -0.001
Si 4.073 14.962 8.166 0.006 -0.009 -0.001
Si 6.802 1.348 8.163 -0.013 -0.014 0.002
Si 9.538 4.082 8.165 0.002 0.007 0.004
Si 6.801 6.799 8.173 -0.012 -0.011 -0.001
Si 9.519 9.509 8.178 -0.024 -0.008 0.008
Si 6.801 12.241 8.176 0.018 0.016 0.002
Si 9.519 14.961 8.169 0.01 0.008 0.004
Si 12.238 1.368 8.161 0.005 0.003 -0.001
Si 14.956 4.082 8.145 0.008 0.01 -0.003
Si 12.251 6.793 8.159 0.01 0.016 0.003
Si 14.951 9.513 8.145 -0.009 -0.013 -0.004
Si 12.239 12.236 8.152 -0.002 0.002 -0.002
Si 14.963 14.969 8.168 0.012 0.006 0.004
Si 16.322 16.323 9.529 0.005 -0.008 0.003
Si 2.716 2.722 9.511 -0.004 0 -0.006
Si 16.317 5.438 9.512 0.006 0.001 0.003
Si 2.713 8.162 9.514 -0.003 0.004 0
Si 16.312 10.872 9.511 0.002 0.005 -0.004
Si 2.718 13.6 9.525 -0.014 0.006 0.001
Si 5.441 16.315 9.524 0.003 -0.004 0.004
Si 8.168 2.717 9.512 0.004 0.013 -0.006
Si 5.44 5.437 9.524 0.004 0.008 0.003
Si 8.157 8.155 9.535 0.003 -0.005 0.006
Si 5.438 10.884 9.533 -0.002 -0.005 0.002
Si 8.159 13.604 9.529 -0.011 0.003 0
Si 10.882 16.323 9.521 -0.004 0.002 0.003
Si 13.601 2.726 9.517 -0.007 -0.004 0.002
Si 10.892 5.438 9.526 -0.002 -0.009 0.003
Si 13.604 8.156 9.517 0.01 -0.007 0.002
Si 10.881 10.881 9.521 0.003 -0.01 -0.005
Si 13.595 13.602 9.511 0.001 0.004 -0.007
Si 17.684 14.964 10.883 -0.002 -0.001 0.003
Si 4.081 1.364 10.872 0.001 0.003 -0.004
Si 17.678 4.078 10.874 -0.001 0.004 -0.003
Si 4.076 6.801 10.874 -0.006 -0.003 -0.003
Si 17.676 9.521 10.876 0 -0.005 -0.001
Si 4.077 12.244 10.889 0.003 0.005 0.002
Si 6.798 14.96 10.889 0.001 -0.004 0.002
Si 9.522 1.36 10.881 0 -0.005 -0.005
Si 6.807 4.073 10.874 -0.005 -0.009 -0.002
Si 9.52 6.79 10.881 -0.004 0.002 0.001
Si 6.798 9.52 10.888 0.001 -0.003 -0.002
Si 9.521 12.241 10.881 0.003 0.01 -0.002
Si 12.241 14.962 10.877 0 0.001 0.001
Si 14.958 1.365 10.881 0.008 0.006 0.002
Si 12.246 4.078 10.888 0.001 0.008 0.002
Si 14.963 6.798 10.878 0 0.005 -0.001
Si 12.241 9.517 10.874 0.003 -0.005 -0.001
Si 14.956 12.242 10.866 -0.001 -0.004 -0.004
Si 2.726 16.327 12.237 0.001 -0.003 -0.005
Si 5.451 2.712 12.232 -0.002 0.006 -0.007
Si 2.725 5.433 12.232 -0.005 0.003 0.001
Si 5.433 8.159 12.239 -0.001 -0.006 -0.001
Si 2.711 10.882 12.242 -0.006 -0.004 0.002
Si 5.439 13.602 12.249 0.003 0.003 0.002
Si 8.162 16.323 12.243 0 0.005 -0.001
Si 10.884 2.714 12.245 -0.003 0 -0.004
Si 8.162 5.428 12.241 0.006 -0.001 -0.004
Si 10.879 8.155 12.229 -0.01 -0.007 -0.006
Si 8.163 10.88 12.242 -0.005 -0.003 -0.001
Si 10.876 13.608 12.237 0 -0.006 -0.004
Si 13.601 16.32 12.24 -0.006 -0.001 -0.004
Si 16.319 2.724 12.239 0.003 -0.005 0.001
Si 13.606 5.441 12.244 0.009 0.001 0.004
Si 16.323 8.159 12.237 0.005 -0.002 -0.002
Si 13.596 10.887 12.227 0.003 0.003 -0.005
Si 16.317 13.601 12.228 0.005 0.005 -0.006
Si 17.684 1.366 13.593 -0.009 0.005 -0.007
Si 4.099 4.075 13.586 0.007 -0.012 -0.007
Si 17.684 6.791 13.589 0.016 -0.009 -0.004
Si 4.073 9.52 13.599 -0.005 -0.001 -0.002
Si 17.672 12.252 13.595 -0.011 0.005 0.001
Si 4.086 14.974 13.604 -0.006 0.003 0
Si 6.801 1.355 13.606 0.001 -0.003 -0.002
Si 9.519 4.065 13.604 0.004 0.003 -0.001
Si 6.795 6.792 13.589 -0.008 0.009 -0.008
Si 9.524 9.511 13.591 0.011 -0.007 0.001
Si 6.805 12.24 13.601 0.006 -0.003 -0.001
Si 9.524 14.97 13.603 -0.013 0.008 -0.003
Si 12.243 1.353 13.608 0.002 -0.006 0.005
Si 14.961 4.079 13.607 -0.006 0.017 0.002
Si 12.234 6.8 13.591 -0.007 0.004 -0.008
Si 14.962 9.534 13.581 0 -0.007 -0.004
Si 12.234 12.244 13.587 0.002 -0.004 -0.003
Si 14.965 14.959 13.593 0.013 -0.01 0
Si 16.325 16.325 14.948 -0.001 0.001 -0.003
Si 2.745 2.714 14.941 0.004 0.018 -0.009
Si 16.33 5.438 14.959 0.002 -0.004 0.007
Si 2.721 8.143 14.952 -0.018 -0.006 0.004
Si 16.307 10.897 14.952 0.008 -0.001 0.006
Si 2.71 13.622 14.948 -0.003 -0.005 -0.005
Si 5.45 16.319 14.978 0.005 0.004 0.003
Si 8.161 2.706 14.972 0 -0.002 0.006
Si 5.454 5.425 14.959 -0.007 0 -0.001
Si 8.158 8.148 14.939 0.002 -0.009 -0.005
Si 5.436 10.882 14.952 -0.003 -0.006 0.004
Si 8.163 13.608 14.956 -0.001 -0.005 -0.001
Si 10.882 16.321 14.977 0.004 -0.006 -0.002
Si 13.603 2.714 14.967 0.003 -0.005 -0.001
Si 10.885 5.426 14.951 -0.003 0.015 0.001
Si 13.589 8.183 14.925 0.002 -0.003 -0.006
Si 10.88 10.877 14.944 -0.011 0.001 0
Si 13.594 13.602 14.943 -0.003 0.014 -0.007
O 19.054 10.907 22.134 0.062 -0.111 0.357
O 9.671 7.247 33.155 -0.034 -0.239 -0.561
O 5.032 4.559 30.804 -0.089 -0.584 0.009
O 9.003 15.759 26.883 -0.019 0.357 -0.162
O 19.514 8.405 32.322 0.497 -0.087 0.121
O 13.669 16.478 21.953 -0.094 0.057 -0.082
O 15.198 1.932 23.13 0.443 0.33 0.126
O 10.373 11.851 27.784 0.239 -0.1 0.204
O 20.448 12.469 33.516 -0.208 -0.156 -0.132
O 8.202 16.263 22.199 0.183 -0.187 0.483
O 17.785 6.845 23.442 0.587 0.26 -0.457
O 5.297 15.576 30.608 -0.09 0.014 -0.527
O 5.639 6.403 24.287 0.489 -0.398 0.027
O 13.668 5.439 22.184 -0.044 0.07 0.718
O 16.3 13.578 22.253 0.039 0.174 0.47
O 7.198 4.423 23.101 -0.156 0.016 0.332
O 5.385 2.7 22.302 -0.006 0.19 0.317
O 12.012 12.15 24.337 0.118 0.398 0.054
O 8.572 14.307 31.927 0.3 -0.385 -0.353
O 18.858 2.804 31.849 0.362 -0.154 -0.387
O 7.761 11.474 30.955 0.265 0.282 -0.346
O 5.178 1.675 29.771 -0.172 0.614 0.123
O 9.775 12.607 23.064 0.081 0.665 0.207
O 12.171 5.033 26.052 -0.017 0.484 -0.471
O 17.756 10.075 33.196 0.087 0.016 -0.149
O 12.352 15.446 33.124 -0.101 0.199 -0.324
O 3.855 16.429 28.198 0.033 -0.499 -0.168
O 14.248 8.569 32.077 0.238 0.099 -0.046
O 6.775 6.078 29.686 0.114 0.381 0.6
O 5.131 8.703 25.288 -0.059 0.512 -0.077
O 16.574 5.925 32.018 -0.368 0.191 -0.467
O 19.712 14.342 32.006 -0.146 0.346 -0.36
O 10.094 11.295 32.301 -0.097 0.439 -0.291
O 12.24 4.209 30.241 -0.361 -0.142 -0.495
O 15.03 18.066 33.181 0.072 0.156 -0.255
O 8.644 3.022 32.29 0.381 -0.161 -0.214
O 14.386 11.918 23.099 -0.059 0.145 0.201
O 12.198 3.325 22.875 0.401 -0.092 0.366
O 10.855 8.164 22.239 0.059 -0.016 0.291
O 9.763 4.064 23.032 0.103 -0.045 -0.54
O 12.284 9.992 33.053 0.174 0.16 -0.489
O 16.796 16.322 32.246 0.352 0.155 0.073
O 14.479 6.366 25.732 -0.208 0.177 -0.63
O 14.276 2.588 30.437 0.105 0.061 -0.05
O 5.796 13.189 31.41 0.415 0.103 0.044
O 10.171 1.522 23.012 0.276 -0.413 0.238
O 19.262 5.656 31.961 0.009 -0.262 0.662
O 16.106 11.913 32.237 0.098 0.119 -0.193
O 18.933 2.164 29.209 0.609 0.203 -0.438
O 12.467 2.736 27.273 -0.332 -0.419 0.327
O 15.302 7.441 22.838 -0.436 0.099 0.125
O 6.528 8.787 23.058 0.376 0.103 0.536
O 4.146 7.781 22.822 -0.467 0.191 0.006
O 14.541 2.835 25.612 -0.166 0.264 -0.221
O 4.023 13.511 29.529 -0.221 0.129 -0.118
O 16.219 7.23 27.559 -0.003 -0.27 0.226
O 16.419 14.171 30.84 0.55 -0.294 -0.077
O 5.556 4.309 28.259 -0.273 0.35 -0.236
O 12.291 14.951 23.411 -0.382 -0.491 0.451
O 16.319 8.12 25.133 -0.008 0.701 0.282
O 15.009 2.05 28.074 0.026 -0.416 -0.366
O 13.841 10.503 25.266 0.069 -0.402 0.049
O 9.748 11.186 25.328 -0.188 -0.49 -0.132
O 5.134 2.077 27.054 -0.349 -0.173 -0.435
O 15.483 16.489 29.924 -0.47 -0.461 -0.489
O 15.309 9.711 27.284 0.093 -0.136 -0.405
O 8.398 7.936 29.107 0.203 -0.059 0.529
O 17.483 4.252 23.233 -0.448 -0.562 0.435
O 4.555 12.633 22.912 0.276 -0.322 0.182
O 2.943 5.457 21.83 0.104 -0.185 0.191
O 6.491 14.462 22.984 0.153 0.094 0.369
O 11.296 6.58 29.757 -0.653 -0.019 -0.151
O 4.289 7.143 30.317 0.617 0.229 -0.36
O 18.575 16.093 25.305 0.228 -0.011 0.358
O 17.949 4.577 30.054 0.124 0.225 -0.357
O 8.072 10.795 22.211 -0.244 0.103 0.25
O 13.566 11.475 27.765 -0.454 -0.356 0.146
O 8.726 9.904 27.482 -0.576 -0.372 -0.333
O 9.681 9.96 30.058 0.526 -0.047 0.004
O 3.791 8.944 27.512 0.012 0.164 0.135
O 11.992 17.838 30.478 0.222 -0.209 -0.224
O 12.321 12.913 29.425 -0.04 -0.05 0.656
O 5.024 17.375 32.489 -0.628 0.45 0.163
O 18.118 16.04 29.953 0.343 -0.119 0.345
O 4.256 6.549 26.508 -0.411 -0.404 0.217
O 7.515 3.385 26.798 0.284 -0.459 0.036
O 7.241 17.406 31.172 0.207 -0.418 0.306
O 9.475 1.86 30.169 0.127 0.376 -0.769
O 6.707 16.746 28.098 0.227 0.187 0.001
O 4.256 14.833 24.289 -0.139 -0.111 0.628
O 10.804 8.556 28.114 0.168 0.219 -0.41
O 16.229 17.203 25.294 0.307 0.102 -0.168
O 16.378 14.818 26.344 0.27 -0.113 -0.137
O 19.407 11.376 28.276 -0.31 0.306 -0.316
O 14.195 13.748 32.222 -0.17 -0.088 -0.283
O 18.288 15.164 22.939 -0.184 0.07 0.162
O 8.324 9.302 32.293 -0.547 -0.079 -0.379
O 17.171 9.343 22.957 -0.197 0.233 0.561
O 12.906 6.966 27.708 0.218 0.19 -0.051
O 8.902 6.494 22.942 -0.21 0.325 0.209
O 17.589 9.389 28.262 -0.123 0.249 -0.246
O 10.486 17.255 32.504 -0.405 0.286 0.119
O 17.61 16.85 27.545 -0.187 0.378 0.033
O 3.654 17.169 23.207 0.012 0.066 0.341
O 5.666 10.736 32.32 0.021 -0.523 0.091
O 12.862 3.134 32.495 -0.498 0.132 0.126
O 5.368 6.502 32.57 0.043 0.651 0.041
O 6.046 12.949 25.007 -0.03 -0.313 -0.162
O 13.729 6.43 30.701 0.294 -0.526 -0.142
O 15.457 12.323 26.229 0.298 -0.172 -0.35
O 11.627 5.75 32.254 -0.111 -0.483 -0.034
O 9.844 13.181 29.967 0.024 -0.603 0.458
O 5.399 11.269 29.699 0.292 -0.362 -0.037
O 13.421 2.483 0.04 -0.012 -0.177 0.091
O 6.229 7.811 27.631 0.193 0.238 0.006
O 10.075 13.753 25.389 -0.359 0.19 -0.169
O 17.012 5.588 25.572 -0.02 -0.398 0.395
O 10.313 15.699 30.441 0.387 -0.173 -0.325
O 14.752 12.3 30.062 -0.071 -0.258 0.047
O 8.098 5.892 27.482 0.315 0.146 -0.31
O 10.937 14.368 27.828 0.418 0.346 0.128
O 13.652 16.871 24.741 -0.479 0.352 -0.036
O 10.944 2.847 25.12 0 -0.341 0.069
O 6.717 14.511 27.012 -0.498 0.409 -0.185
O 6.964 4.602 33.34 0.092 -0.062 -0.519
O 8.076 14.932 29.297 -0.063 -0.3 -0.015
O 14.237 4.585 27.596 0.459 0.148 0.609
O 6.756 15.516 33.273 -0.152 -0.015 -0.109
O 14.445 13.931 28.013 0.077 0.417 0.267
O 10.03 4.042 27.225 0.018 -0.196 0.466
O 5.323 4.227 25.638 0.154 -0.227 -0.591
O 7.388 3.509 30.013 0.329 -0.045 -0.389
O 13.868 14.387 25.49 -0.054 -0.305 -0.061
O 12.644 9.94 23.016 0.225 -0.28 0.168
O 18.045 7.288 30.358 -0.437 0.309 -0.549
O 12.89 8.668 29.725 0.033 0.457 -0.08
O 16.704 2.354 30.295 -0.135 0.027 0.341
O 19.465 9.524 30.001 0.405 0.324 0.127
O 11.547 15.822 25.779 0.113 0.718 0.293
O 5.248 12.414 27.382 -0.291 -0.021 -0.402
O 15.461 8.434 29.708 0.246 -0.038 0.35
O 8.718 5.092 25.165 -0.014 0.316 0.151
O 7.853 12.222 26.834 0.217 0.246 0.163
O 3.173 5.19 24.605 0.112 -0.287 -0.11

Results
total energy: -101652.014 eV
total energy less fixed offsets of O -438.35, Si -107.03 eV per atom: 1.186 eV
